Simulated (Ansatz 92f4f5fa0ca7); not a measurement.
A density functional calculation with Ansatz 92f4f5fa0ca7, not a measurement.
Periodic cell of 221 atoms, Si132O87H1N1, from a study of silicon, its oxide and their interface. The atomic structure is a simulated model.
Doubt: the cutoff is far below the 930 eV that the study's wrapper takes by default for these files, so forces and energies are approximate.
This geometry differs little from another in the collection (a relaxation step or a small displacement).

Settings
functional: PBE
potential files: Ansatz PAW
basis: plane waves
wave-function cutoff: 580 eV
density cutoff ratio: 5
exchange-correlation grid ratio: 1
k mesh: 1 x 1 x 1, Gamma-centred
self-consistency stop: 5e-08 eV per atom in the density residual
occupations: fixed
spin: none
net charge: 0

Cell vectors (angstrom)
a 10.938 0 0
b 0 10.938 0
c 0 0 32.5819

Atoms: element, x, y, z (angstrom)
Si -0.2565 0.2936 25.1949
Si 5.6701 -0.2889 25.178
Si 2.3727 2.9949 25.1063
Si 8.4698 2.5188 25.1576
Si 0.1365 5.2381 24.9782
Si 5.2294 5.7856 25.1079
Si 2.9878 8.0064 25.0678
Si 7.9036 8.435 25.1132
Si 1.3099 1.4333 26.5075
Si 6.8255 1.3666 26.4105
Si 4.0519 4.1371 26.3526
Si 9.5856 4.1198 26.4487
Si 1.3334 6.8356 26.3119
Si 6.7885 6.8794 26.4784
Si 4.09 9.5351 26.4898
Si 9.5245 9.5826 26.4146
Si 2.7173 0.0194 27.7936
Si 8.1841 0.0114 27.8121
Si -0.0288 2.7772 27.8649
Si 5.4388 2.759 27.7489
Si 2.7018 5.4937 27.7658
Si 8.1884 5.4853 27.7856
Si -0.0069 8.2045 27.7466
Si 5.4524 8.2132 27.8671
Si 4.1018 1.3673 29.1637
Si 9.5708 1.3673 29.1637
Si 1.3673 4.1018 29.1637
Si 6.8362 4.1018 29.1637
Si 4.1018 6.8362 29.1637
Si 9.5708 6.8362 29.1637
Si 1.3673 9.5708 29.1637
Si 6.8362 9.5708 29.1637
Si 0 0 30.5309
Si 5.469 0 30.5309
Si 2.7345 2.7345 30.5309
Si 8.2035 2.7345 30.5309
Si 0 5.469 30.5309
Si 5.469 5.469 30.5309
Si 2.7345 8.2035 30.5309
Si 8.2035 8.2035 30.5309
Si 1.3673 1.3673 31.8982
Si 6.8362 1.3673 31.8982
Si 4.1018 4.1018 31.8982
Si 9.5708 4.1018 31.8982
Si 1.3673 6.8362 31.8982
Si 6.8362 6.8362 31.8982
Si 4.1018 9.5708 31.8982
Si 9.5708 9.5708 31.8982
Si 2.7345 0 0.6835
Si 8.2035 0 0.6835
Si 0 2.7345 0.6835
Si 5.469 2.7345 0.6835
Si 2.7345 5.469 0.6835
Si 8.2035 5.469 0.6835
Si 0 8.2035 0.6835
Si 5.469 8.2035 0.6835
Si 4.1018 1.3673 2.0507
Si 9.5708 1.3673 2.0507
Si 1.3673 4.1018 2.0507
Si 6.8362 4.1018 2.0507
Si 4.1018 6.8362 2.0507
Si 9.5708 6.8362 2.0507
Si 1.3673 9.5708 2.0507
Si 6.8362 9.5708 2.0507
Si 0 0 3.418
Si 5.469 0 3.418
Si 2.7345 2.7345 3.418
Si 8.2035 2.7345 3.418
Si 0 5.469 3.418
Si 5.469 5.469 3.418
Si 2.7345 8.2035 3.418
Si 8.2035 8.2035 3.418
Si 1.4251 1.3076 4.7835
Si 6.8595 1.3689 4.8675
Si 4.1794 4.0294 4.8052
Si 9.5794 4.0718 4.7745
Si 1.4132 6.7903 4.7493
Si 6.7673 6.8778 4.7324
Si 4.1249 9.5622 4.8341
Si 9.5641 9.6097 4.7411
Si 2.8144 -0.0131 6.2576
Si 8.2695 0.0123 6.2327
Si 0.0346 2.6732 6.1045
Si 5.5695 2.7458 6.3481
Si 2.7672 5.3944 6.1022
Si 8.1322 5.478 5.9907
Si 0.0506 8.2288 5.9851
Si 5.4703 8.1974 6.2424
Si 3.9323 1.6024 7.6552
Si 9.9794 1.0897 7.5363
Si 1.6199 3.7841 7.3989
Si 6.7165 4.4873 7.6007
Si 4.2852 6.5313 7.4695
Si 9.3561 7.0588 7.1321
Si 1.1906 9.664 7.4374
Si 7.1837 9.2822 7.4982
O 1.2774 4.1094 24.5289
O 6.7981 9.5692 24.6174
O 2.7536 2.7173 7.9228
O 8.3271 8.1349 7.8539
O 5.4751 5.509 8.0016
O 0.0843 -0.1425 7.8881
O 4.109 6.8863 24.5683
O 9.5659 1.3882 24.6335
O 1.6543 8.884 8.8158
O 0.9205 4.2439 8.8092
O 9.7442 1.7476 9.0464
O 6.6963 9.866 8.9597
O 4.4203 1.1622 9.1694
O 3.4427 6.9496 8.8188
O 7.5409 4.2134 9.0205
O 10.0492 6.1299 8.2671
O 2.9195 2.1554 23.7961
O 4.8421 0.2574 23.8661
O 7.9334 3.316 23.8185
O 10.3082 5.7788 23.596
O 8.445 7.6893 23.7482
O 2.446 8.7674 23.7008
O 6.0552 5.2596 23.7761
O 0.5436 10.6411 23.8938
Si 3.2388 9.2072 11.9517
Si 8.1988 4.8071 10.4053
Si 7.0833 4.782 17.4989
Si 4.3093 1.6098 23.1472
Si 12.3914 3.3125 19.2712
Si 7.9627 -2.9581 14.5519
Si 1.0974 9.3866 23.0259
Si 4.0563 12.9161 20.1331
Si -2.3866 2.9426 12.6683
Si -3.9046 14.2055 20.1505
Si 1.1256 -4.5852 18.5305
Si 0.8947 11.2029 12.4539
Si 10.3319 9.7612 14.8372
Si -6.0138 3.1377 16.0874
Si 7.2189 10.2394 10.4684
Si 0.675 17.6516 15.4712
Si -1.3776 4.1875 15.4331
Si -0.0091 5.4205 9.41
Si 5.0821 7.4283 13.586
Si 6.5771 3.8693 23.1101
Si 7.5101 7.7164 17.3926
Si 9.8128 1.0586 10.536
Si 2.1973 11.617 18.2142
Si 9.794 1.8752 19.7455
Si 4.6581 0.7192 10.7228
Si 3.0394 2.1784 13.0543
Si 2.1867 7.577 9.6393
Si 5.916 9.5778 15.6461
Si 3.2009 5.008 14.4306
Si 9.7154 7.1449 22.8842
Si 11.3 10.239 20.2705
Si 7.312 -3.6038 11.8156
Si -1.3583 7.5661 19.8191
Si 3.6623 0.5304 15.8014
Si 9.6595 12.3572 16.546
Si 7.0538 1.5 14.8088
O 4.3523 9.9754 15.8615
O 10.2875 -0.0501 16.074
O 8.7174 -0.1271 10.5142
O 0.2153 8.2821 15.0159
O 4.408 -4.857 14.2003
O 2.8381 14.0484 20.1627
O 1.8783 5.9744 14.5961
O -1.782 14.8108 13.8715
O -2.8299 1.5632 16.0454
O -1.0925 4.782 10.4431
O 10.531 -4.4647 19.0788
O 8.4299 7.4301 16.0415
O -3.2157 1.7138 13.3459
O 3.472 12.1454 14.3255
O 1.3734 9.9356 21.5187
O 8.2557 7.1289 13.1746
O 8.2952 2.2241 20.3114
O 10.332 8.9823 19.9948
O 4.0882 1.2581 21.589
O -3.6841 8.8975 11.3796
O 6.8657 4.1136 21.5353
O 8.3197 7.8681 18.8051
O 12.2072 10.502 18.9447
O 6.6189 6.3529 17.531
O -2.6796 4.4917 16.3979
O 9.6239 2.1888 11.6963
O 10.7894 10.6793 13.5738
O 5.9569 2.7316 14.8744
O 6.4418 10.9451 14.9174
O -0.4977 16.5029 15.4261
O -2.152 -1.5524 14.4576
O 4.0095 1.7932 11.7793
O -7.3375 11.7529 19.0673
O 2.7105 7.9411 11.1173
O 5.802 6.8925 12.2249
O 2.1328 -3.7173 19.477
N 6.2382 8.2289 14.6037
O 9.222 6.9776 21.3215
O 1.4895 12.6961 12.7657
O -0.0294 8.2307 22.9701
O 6.6359 9.0962 17.0734
O -3.418 4.3166 18.9979
O 2.3115 0.2172 16.6543
O -0.0241 3.0803 19.9787
O 1.5145 4.7777 18.6008
O 4.0656 10.1521 10.9242
O 5.4205 2.7655 23.3491
O 3.6475 4.096 15.723
O 5.5733 13.4937 19.8286
O -3.262 3.9143 11.6757
O 4.018 8.6086 13.2398
O 6.2535 0.5092 11.0044
O 9.6555 1.4546 18.17
O -0.5895 13.7679 15.9844
O 4.4522 1.6854 16.6666
O 1.521 13.0963 18.1179
O 5.7432 -7.0077 17.2138
O 0.9887 6.5421 10.0125
O 1.2246 6.8911 16.9944
O 2.0548 10.0927 12.5667
O 7.7862 6.3801 10.5992
O 11.2163 0.3251 10.9429
O 10.3503 11.5272 20.5875
O 3.0657 3.8149 13.2813
H 2.6775 -3.0474 19.068

Results
free energy: -133795.203 eV
free energy less fixed offsets of H -15.97, N -385.13, O -568.88, Si -635.61 eV per atom: -1.023 eV

Forces (eV/angstrom), in the order of the atoms: element, x, y, z
Si -0.0162 0.0096 -0.0042
Si 0.0215 -0.013 -0.0166
Si -0.0128 0.0166 -0.0033
Si 0.0174 -0.0217 -0.0172
Si 0.0229 -0.0189 -0.0191
Si -0.0137 0.0074 -0.0065
Si 0.0167 -0.023 -0.0172
Si -0.005 0.0157 -0.0053
Si -0.0054 0.0059 0.0054
Si 0.002 -0.0001 0.0059
Si -0.0018 -0.0024 0.0017
Si -0.002 0.0015 0.0088
Si -0.007 0.0042 0.0065
Si 0.0007 0.0028 0.0098
Si -0.0012 -0.0009 0.01
Si -0.0003 -0.001 0.0004
Si 0.0004 -0.0018 -0.0086
Si 0.0025 0.0008 -0.0003
Si 0.0059 -0.0069 -0.0044
Si -0.0011 0.0002 -0.0116
Si 0.0047 -0.0069 0.0053
Si 0.0027 -0.0005 -0.0113
Si -0.0003 -0.0022 -0.0177
Si 0.0009 -0.0036 -0.0067
Si 0.0315 0.1135 -0.1657
Si -0.1739 -0.0084 0.2738
Si 0.1305 0.2911 0.2485
Si -0.1151 -0.0146 -0.2345
Si -0.281 -0.1741 0.1924
Si 0.0572 0.0584 -0.2048
Si -0.1034 -0.0604 -0.2162
Si 0.0297 0.1503 0.3588
Si -0.0312 -0.0169 -0.0192
Si 0.0793 -0.0137 0.0046
Si 0.0233 0.0445 -0.019
Si -0.0147 -0.1107 0.0045
Si 0.0746 0.0087 -0.0059
Si -0.0688 -0.0422 -0.012
Si 0.0202 -0.0625 -0.0008
Si 0.0238 0.0395 -0.0201
Si -0.0019 -0.001 -0.0192
Si -0.0239 0.0617 -0.0046
Si 0.0217 -0.0247 0.003
Si 0.0144 0.0612 -0.0367
Si -0.0855 0.0015 -0.0208
Si 0.0125 0.0225 -0.025
Si -0.0443 0.0208 -0.0272
Si -0.0096 -0.0123 -0.0059
Si 0.0469 -0.0436 0.026
Si -0.0006 -0.0065 0.0078
Si -0.0209 -0.0278 0.0162
Si 0.0177 -0.0343 0.032
Si -0.0046 0.0549 -0.001
Si 0.0083 -0.0437 0.0226
Si 0.0636 -0.0131 0.0225
Si 0.0014 -0.0081 0.0208
Si -0.0574 0.0632 0.0074
Si 0.0474 0.0258 0.0037
Si -0.0171 0.0339 0.0165
Si -0.0063 0.0627 0.0284
Si -0.0416 -0.0703 -0.022
Si -0.0258 0.0175 0.0306
Si -0.0857 0.0205 0.0169
Si 0.082 0.0145 -0.0093
Si 0.199 0.1011 -0.3168
Si 0.1265 0.071 0.4685
Si 0.299 -0.2342 0.067
Si -0.0853 -0.2158 0.12
Si -0.0014 -0.1881 -0.0862
Si -0.2542 -0.1434 -0.2543
Si 0.2785 0.0578 0.0668
Si -0.1455 0.1708 -0.1924
Si -0.0014 -0.0023 -0.0118
Si 0.0075 0.0015 0.012
Si 0.003 0.0108 -0.0016
Si -0.0009 -0.0033 -0.0016
Si -0.005 0.0017 0.0064
Si 0.0092 -0.0114 0.0028
Si 0.0061 -0.0036 0.0057
Si 0.0066 -0.0052 -0.0039
Si 0.0131 0.0001 0.0106
Si -0.0158 0.0016 0.0017
Si -0.0099 -0.0028 -0.002
Si 0.0054 -0.0071 0.0034
Si -0.0019 -0.0033 -0.0113
Si -0.0241 0.0148 0.0093
Si 0.0012 0.0067 0.0088
Si -0.0033 0.0134 -0.0107
Si -0.0016 -0.0083 -0.0068
Si 0.0028 -0.0036 -0.0063
Si 0.0141 0.0111 -0.0079
Si -0.0095 0.0086 -0.0133
Si 0.0247 -0.0169 0.0193
Si -0.0053 0.0024 -0.0103
Si 0.0089 -0.0065 -0.0163
Si 0.0076 -0.0126 0.0074
O -0.0099 0.0107 0.0085
O -0.0074 0.004 0.0124
O 0.0094 -0.0126 0.001
O -0.0054 0.0097 -0.0045
O -0.0009 0 -0.0084
O 0.0035 -0.0002 0.0003
O -0.0112 0.014 0.0115
O -0.0081 0.009 0.0131
O -0.0034 -0.0014 -0.0024
O 0.0003 -0.0069 0.0074
O -0.002 0.0319 -0.0199
O -0.0043 -0.0024 -0.0169
O -0.0035 0.0071 -0.0058
O 0.0098 -0.0086 -0.0233
O 0.0007 0.0012 0.001
O 0.0084 -0.0001 0.014
O 0.0048 -0.0035 -0.0007
O -0.0027 0.0008 0.0024
O -0.0009 0.0019 0.0032
O -0.0045 0.0021 0.0006
O 0.0022 -0.0041 -0.0019
O -0.0007 0.004 0.0011
O 0.0047 -0.0069 -0.0042
O 0.0021 -0.0011 0.0013
Si -0.0479 -0.0236 0.022
Si -0.0015 -0.0003 0.0023
Si 0.0078 -0.0051 0.0128
Si -0.0048 0.002 -0.0081
Si -0.0029 0.0043 0.007
Si 0.0023 -0.0047 -0.0083
Si -0.0028 -0.0018 -0.0081
Si -0.0058 0.0029 -0.0022
Si 0.001 0.0018 -0.0046
Si 0.0084 -0.0061 0.0014
Si 0.0108 0.0008 0.0125
Si 0.0555 -0.0429 0.015
Si 0.0052 0.0006 0.0025
Si 0.0055 -0.0002 -0.0042
Si -0.1118 -0.0133 -0.0895
Si 0.0023 -0.0026 0.0023
Si 0.0003 -0.0008 -0.0036
Si -0.0098 0.0075 -0.009
Si -0.0187 0.0323 -0.0168
Si -0.0011 0.0047 -0.0106
Si 0.0068 0.0007 -0.007
Si 0.0169 0.1001 0.0073
Si -0.002 0.0016 0.0082
Si 0.0045 -0.0026 0.0055
Si -0.0633 0.0276 -0.0064
Si 0.0097 0.0012 -0.0122
Si 0.0053 0.0087 0.0164
Si 0.0047 -0.0016 -0.0088
Si -0.0089 -0.0035 -0.0019
Si 0.0007 0.004 -0.0029
Si -0.0013 0.0074 0.0055
Si 0.0069 -0.021 0.0035
Si 0.007 -0.001 0.0072
Si -0.0049 0.0063 -0.001
Si -0.0006 0.001 0.0087
Si 0.0105 0.006 -0.0105
O -0.0019 -0.0023 0.0006
O -0.0021 -0.0041 -0.0015
O 0.0954 -0.018 -0.0117
O -0.0034 0.0013 0.0057
O 0.0071 -0.0036 -0.004
O 0.0047 -0.0031 -0.0028
O -0.015 0.0084 0.003
O 0.0026 0.0042 0.0072
O -0.0097 -0.0002 -0.0062
O -0.0006 0.0013 0.0009
O -0.0013 -0.0032 0.0008
O -0.0061 0.0005 0.0046
O -0.0019 0.0001 0.0123
O 0.0015 -0.0007 0.0031
O 0.0031 -0.0023 0.0013
O 0.0116 0.0019 0.0178
O -0.0068 0.0045 -0.0019
O -0.0063 0.0005 -0.0038
O 0.0033 -0.0016 0.0031
O 0.0012 -0.1014 0.0653
O -0.0038 0.0025 0.004
O -0.0017 -0.0011 -0.0023
O 0.0005 -0.0021 -0.0019
O -0.0037 0.0024 -0.0023
O 0.0017 0.0027 -0.0024
O -0.0062 0.0195 0.0108
O -0.0209 -0.0126 0.0319
O 0.0048 -0.0007 -0.0031
O -0.001 -0.001 0.0011
O -0.0002 -0.0008 0.0037
O -0.0039 -0.0026 -0.0012
O -0.0014 0.0159 0.0103
O 0.0037 -0.0005 -0.0026
O 0.0199 0.0351 0.0165
O -0.0206 -0.0099 -0.0193
O -0.3474 -0.4538 0.2756
N 0.0057 0.0135 0.0112
O 0.0015 -0.0015 -0.0045
O 0.0146 0.0113 0.0001
O 0.0001 -0.0009 0.0008
O -0.0045 -0.0004 0.0022
O -0.0026 0.0024 -0.0061
O 0.0038 -0.0018 -0.0033
O 0.003 -0.0001 -0.0047
O -0.0057 0.0018 -0.0057
O -0.0235 -0.0502 0.0161
O 0.0008 -0.0005 0.0004
O 0.0004 0.0023 0.0119
O -0.0021 -0.0005 -0.0023
O 0.0008 -0.0009 0.0021
O -0.0059 0.0074 -0.0304
O -0.0059 0.0866 0.0386
O -0.0017 0.0029 0.0002
O 0.0001 -0.0012 0.0012
O -0.0018 -0.0073 0.003
O -0.0014 -0.0006 -0.0046
O 0.0033 0.001 0.0031
O -0.0162 -0.0055 0.0051
O 0.0022 0.0005 -0.0118
O 0.0118 0.0249 -0.0353
O 0.0078 -0.0064 -0.0094
O 0.0642 -0.0546 -0.0251
O 0.0009 -0.0016 -0.0042
O -0.0138 -0.0188 -0.0168
H 0.3509 0.4389 -0.2673

The program warned: the cutoff lies below the one the program advises for these potential files; the forces do not sum to zero within the program's tolerance; the exchange-correlation potential is rough where the density is thin.
